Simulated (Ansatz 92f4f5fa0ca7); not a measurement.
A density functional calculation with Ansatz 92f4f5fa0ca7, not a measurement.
Periodic cell of 225 atoms, Si133O90H2, from a study of silicon, its oxide and their interface. The atomic structure is a simulated model.
Doubt: the cutoff is far below the 930 eV that the study's wrapper takes by default for these files, so forces and energies are approximate.
This geometry differs little from another in the collection (a relaxation step or a small displacement).

Settings
functional: PBE
potential files: Ansatz PAW
basis: plane waves
wave-function cutoff: 580 eV
density cutoff ratio: 5
exchange-correlation grid ratio: 1
k mesh: 1 x 1 x 1, Gamma-centred
self-consistency stop: 5e-08 eV per atom in the density residual
occupations: fixed
spin: none
net charge: 0

Cell vectors (angstrom)
a, 10.938, 0, 0
b, 0, 10.938, 0
c, 0, 0, 33.0631

Atoms and the computed forces on them: element, x, y, z (angstrom), force x, y, z (eV/angstrom)
Si, 0.3171, -0.2372, 25.7397, 0.1052, -0.0835, -0.1383
Si, 5.2924, 0.3918, 25.5949, -0.1156, 0.1111, -0.2697
Si, 2.9409, 2.5283, 25.5152, 0.0958, -0.0554, -0.0203
Si, 8.1254, 3.0507, 25.5502, -0.083, 0.0826, -0.0995
Si, -0.3333, 5.8452, 25.6347, -0.1805, 0.0905, -0.2329
Si, 5.8523, 5.2368, 25.6823, 0.1619, -0.1231, -0.1502
Si, 2.606, 8.5593, 25.663, -0.0716, 0.0896, -0.0688
Si, 8.4078, 8.1459, 25.3793, 0.0287, -0.076, -0.093
Si, 1.4181, 1.4185, 26.9514, 0.0945, -0.03, 0.0362
Si, 6.9081, 1.4748, 26.8881, -0.0061, 0.0826, 0.0575
Si, 4.127, 4.1168, 26.8531, 0.0015, -0.0889, 0.0375
Si, 9.5655, 4.2262, 26.9759, -0.0463, 0.0082, 0.0584
Si, 1.3864, 6.906, 26.8613, 0.0388, 0.0711, 0.0697
Si, 6.9167, 6.932, 26.8706, 0.0872, -0.0001, 0.0722
Si, 4.1789, 9.7046, 26.9379, -0.0824, 0.0159, 0.0754
Si, 9.5694, 9.577, 26.8997, 0.0407, -0.0856, 0.0611
Si, 2.7456, 0.0304, 28.3277, -0.0043, 0.0017, -0.0358
Si, 8.1946, 0.0155, 28.2529, 0.0088, -0.0053, -0.0227
Si, -0.0081, 2.7699, 28.27, -0.0122, 0.0051, -0.0073
Si, 5.4678, 2.7545, 28.2824, -0.0142, 0.0061, -0.0181
Si, 2.7273, 5.477, 28.2278, 0.0083, -0.0043, 0.0042
Si, 8.1756, 5.5323, 28.3246, -0.0283, -0.0077, 0.0036
Si, -0.0108, 8.1986, 28.2868, 0.0013, 0.0346, -0.0069
Si, 5.4751, 8.2232, 28.2537, 0.0376, -0.0012, -0.0222
Si, 4.1018, 1.3673, 29.6449, 0.2232, 0.1716, 0.3348
Si, 9.5708, 1.3673, 29.6449, 0.0024, 0.0489, -0.1896
Si, 1.3673, 4.1018, 29.6449, 0.0874, 0.1269, -0.1226
Si, 6.8362, 4.1018, 29.6449, -0.2009, 0.2415, 0.162
Si, 4.1018, 6.8362, 29.6449, -0.0402, -0.0014, -0.3368
Si, 9.5708, 6.8362, 29.6449, 0.1442, 0.0364, 0.3999
Si, 1.3673, 9.5708, 29.6449, -0.089, 0.0124, 0.0741
Si, 6.8362, 9.5708, 29.6449, 0.0125, 0.0598, -0.1149
Si, 0, 0, 31.0121, 0.0629, -0.0174, -0.0131
Si, 5.469, 0, 31.0121, 0.0095, 0.0547, -0.0041
Si, 2.7345, 2.7345, 31.0121, 0.1063, 0.0386, -0.0135
Si, 8.2035, 2.7345, 31.0121, 0.0039, 0.0162, -0.0254
Si, 0, 5.469, 31.0121, 0.0083, 0.0808, -0.0099
Si, 5.469, 5.469, 31.0121, 0.0406, -0.0765, 0.0054
Si, 2.7345, 8.2035, 31.0121, -0.0165, 0.0072, -0.0217
Si, 8.2035, 8.2035, 31.0121, 0.1119, 0.0338, -0.0071
Si, 1.3673, 1.3673, 32.3794, -0.013, 0.0207, -0.0194
Si, 6.8362, 1.3673, 32.3794, 0.0098, -0.0155, -0.0197
Si, 4.1018, 4.1018, 32.3794, -0.0588, 0.0543, 0.0027
Si, 9.5708, 4.1018, 32.3794, 0.0408, 0.0085, -0.0237
Si, 1.3673, 6.8362, 32.3794, -0.0167, -0.0742, -0.0172
Si, 6.8362, 6.8362, 32.3794, -0.0402, 0.0262, -0.0283
Si, 4.1018, 9.5708, 32.3794, -0.0107, -0.0072, -0.0258
Si, 9.5708, 9.5708, 32.3794, -0.063, 0.0146, -0.0058
Si, 2.7345, 0, 0.6835, 0.0537, -0.0461, 0.0172
Si, 8.2035, 0, 0.6835, -0.0025, 0.0373, -0.0014
Si, 0, 2.7345, 0.6835, 0.0016, -0.0236, 0.0509
Si, 5.469, 2.7345, 0.6835, 0.0196, -0.0222, 0.0018
Si, 2.7345, 5.469, 0.6835, 0.0008, 0.0447, 0.0032
Si, 8.2035, 5.469, 0.6835, -0.0056, -0.0016, 0.0175
Si, 0, 8.2035, 0.6835, 0.0571, 0.0038, 0.0048
Si, 5.469, 8.2035, 0.6835, 0.0121, -0.0077, 0.0468
Si, 4.1018, 1.3673, 2.0507, -0.0636, 0.0621, -0.014
Si, 9.5708, 1.3673, 2.0507, -0.0686, -0.0927, 0.0127
Si, 1.3673, 4.1018, 2.0507, 0.0364, 0.071, 0.0133
Si, 6.8362, 4.1018, 2.0507, -0.0748, -0.0213, 0.0271
Si, 4.1018, 6.8362, 2.0507, -0.1257, -0.1659, -0.0116
Si, 9.5708, 6.8362, 2.0507, -0.0251, -0.0202, 0.0217
Si, 1.3673, 9.5708, 2.0507, -0.11, -0.0457, 0.0056
Si, 6.8362, 9.5708, 2.0507, 0.1016, 0.0555, -0.018
Si, 0, 0, 3.418, -0.136, -0.2382, -0.1412
Si, 5.469, 0, 3.418, 0.2392, 0.1196, 0.3029
Si, 2.7345, 2.7345, 3.418, 0.2585, -0.2535, -0.2367
Si, 8.2035, 2.7345, 3.418, -0.1597, -0.2582, 0.0874
Si, 0, 5.469, 3.418, 0.0176, -0.0223, -0.1207
Si, 5.469, 5.469, 3.418, -0.4494, -0.3777, -0.222
Si, 2.7345, 8.2035, 3.418, -0.0227, -0.0883, 0.0001
Si, 8.2035, 8.2035, 3.418, 0.0555, 0.397, -0.1608
Si, 1.3901, 1.3274, 4.7339, 0.0051, 0.0004, 0.044
Si, 6.864, 1.3476, 4.8746, 0.0108, 0.0097, 0.0019
Si, 4.1356, 4.0002, 4.8153, 0.0534, 0.0429, -0.0131
Si, 9.5777, 4.0751, 4.7511, -0.0553, 0.0293, 0.0334
Si, 1.367, 6.8117, 4.7869, -0.0215, -0.0234, -0.0027
Si, 6.7681, 6.8811, 4.6886, 0.0124, -0.0005, 0.0994
Si, 4.1038, 9.5619, 4.7735, -0.0141, -0.0225, 0.0995
Si, 9.5751, 9.5685, 4.8263, -0.0053, 0.0159, -0.0204
Si, 2.6995, -0.0758, 6.1365, -0.0447, 0.0124, -0.0764
Si, 8.2203, -0.0214, 6.3006, 0.0002, -0.0365, 0.0142
Si, -0.0302, 2.6322, 6.0704, 0.0221, -0.0576, -0.0994
Si, 5.4895, 2.6417, 6.3366, -0.0511, 0.0096, 0.052
Si, 2.6306, 5.3094, 6.0889, -0.0124, -0.0632, 0.0044
Si, 8.1104, 5.4676, 5.9422, -0.0618, 0.0302, -0.0381
Si, -0.0174, 8.1285, 6.1785, -0.0493, 0.0085, 0.0319
Si, 5.3905, 8.1475, 6.1511, 0.016, 0.0162, -0.1076
Si, 3.761, 1.4607, 7.5566, -0.1366, 0.1444, 0.1042
Si, 9.9474, 1.0954, 7.5693, 0.1386, -0.0774, 0.0934
Si, 1.4691, 3.7202, 7.4753, 0.1789, -0.2261, 0.1404
Si, 6.6214, 4.4398, 7.4371, -0.0137, 0.0361, -0.0292
Si, 4.1902, 6.4542, 7.3272, 0.0764, -0.0533, 0.0955
Si, 9.2247, 6.9634, 7.3317, -0.1068, 0.0175, -0.0319
Si, 1.1649, 9.6658, 7.4986, -0.0419, 0.1791, 0.0378
Si, 7.0141, 9.2395, 7.4654, 0.0571, -0.0477, 0.0063
O, 9.5351, 6.9691, 24.9865, 0.0087, -0.0079, 0.09
O, 4.0915, 1.4213, 25.0502, 0.0172, -0.0158, 0.0689
O, 8.1513, 8.1071, 7.8827, 0.0436, 0.0055, -0.0171
O, 2.7154, 2.6987, 7.8351, 0.0206, 0.0671, -0.0898
O, 6.9342, 4.1161, 25.0742, -0.018, 0.0333, 0.1006
O, 1.434, 9.6149, 25.1521, -0.0094, 0.013, 0.085
O, 5.4193, 5.4918, 7.8733, -0.0175, -0.012, -0.0427
O, 0.1031, -0.0896, 7.9768, -0.0444, -0.0708, -0.0546
O, 7.5189, 4.2602, 8.8168, 0.0087, 0.0126, -0.0183
O, 10.8237, 6.4791, 15.7729, -0.0023, -0.0084, 0.0028
O, 9.6286, 6.0309, 8.6357, -0.0136, 0.0096, -0.011
O, 1.8013, 9.0076, 8.8706, 0.0078, -0.0294, -0.0409
O, 3.902, 0.7217, 9.0299, -0.0037, 0.0254, -0.0505
O, 0.727, 3.8877, 8.9524, 0.0254, 0.0134, -0.0674
O, 9.7662, 1.9342, 8.9949, -0.0097, -0.0023, -0.0519
O, 3.2451, 6.7768, 8.632, 0.0066, 0.0118, -0.0786
O, 7.7984, 8.877, 23.9758, -0.0124, 0.0284, -0.005
O, 8.9422, 2.526, 24.1933, 0.0131, 0.0045, 0.06
O, 5.3062, 6.0586, 24.3702, -0.0528, -0.0022, 0.0936
O, 2.1508, 3.0795, 24.1414, -0.0041, 0.0091, 0.039
O, 10.587, 0.4073, 24.4068, -0.0055, 0.0227, 0.0576
O, 0.1792, 4.9271, 24.3619, 0.0413, 0.0422, 0.1492
O, 3.4462, 8.0574, 24.3223, 0.007, -0.0149, 0.0426
O, 6.0607, 10.8224, 24.2322, 0.0387, -0.0341, 0.1271
Si, 10.7209, -2.9594, 19.7359, 0.0269, -0.0034, 0.0237
Si, 11.8813, 5.6289, 20.7654, -0.0045, 0.0147, -0.0481
Si, 2.9245, 4.4578, 16.852, -0.0139, 0.0196, -0.0063
Si, 15.5417, 2.1242, 16.8524, -0.0022, -0.0039, 0.0068
Si, 2.7816, -2.9862, 9.6427, -0.0209, 0.0084, 0.0827
Si, 6.1553, -1.3946, 15.7553, -0.009, -0.0106, -0.0173
Si, 6.8683, -4.0072, 11.5775, -0.0178, -0.0068, 0.0438
Si, 6.2505, 2.9105, 19.3157, -0.0085, -0.028, -0.0093
Si, 9.2287, -0.7039, 16.2907, 0.0047, 0.0084, 0.0177
Si, 6.3754, 0.2072, 20.39, 0.0037, -0.0434, -0.0248
Si, 10.5886, 3.0597, 9.8821, 0.0095, -0.0044, 0.0814
Si, 0.5642, 12.0646, 20.9125, 0.0108, -0.0164, -0.0444
Si, 3.9016, 0.6554, 10.6635, -0.0169, 0.0091, 0.0465
Si, 1.9304, 10.3692, 12.7461, -0.0141, -0.0116, 0.019
Si, 15.1807, -0.4912, 18.0606, -0.0162, 0.0099, 0.0383
Si, 7.2042, -0.6844, 23.2257, -0.0557, 0.0078, -0.0119
Si, -2.1025, 3.222, 17.5125, 0.0054, -0.0129, 0.0054
Si, 6.0197, 12.2692, 14.4386, 0.0008, 0.0039, -0.0109
Si, 6.6722, 6.6718, 14.4793, -0.0089, -0.0056, -0.0395
Si, 14.6163, 7.2196, 20.7842, -0.012, 0.0088, -0.0397
Si, -1.2648, 1.2801, 23.4125, 0.0245, -0.025, -0.0319
Si, 0.8917, -5.3488, 14.8531, 0.0216, 0.0171, -0.0177
Si, 5.2463, 5.6647, 18.745, -0.0216, 0.0228, 0.0035
Si, 3.5825, 2.7376, 12.7563, -0.0275, 0.0094, 0.01
Si, 8.627, 5.1745, 9.6213, 0.0107, -0.0083, 0.1102
Si, 9.2451, -0.5105, 19.3225, 0.0029, 0.0052, 0.0064
Si, 7.8538, 6.0392, 17.0474, -0.0168, -0.0001, -0.0223
Si, -5.331, -1.5198, 10.2722, 0.0178, 0.0093, 0.1091
Si, 3.9261, -4.3264, 23.7461, 0.0332, 0.0006, -0.1081
Si, 4.5085, 5.7477, 12.8437, -0.0065, -0.025, -0.0012
Si, 0.5315, 1.9457, 12.7307, 0.0122, -0.0154, 0.0073
Si, -1.9439, 1.8529, 14.6306, 0.0038, 0, -0.0272
Si, 1.5767, 4.5351, 23.6395, -0.0405, -0.0055, -0.0918
Si, 0.6684, -7.6061, 18.8034, 0.015, 0.0058, 0.0178
Si, 10.2796, 7.5856, 16.8065, 0.0248, -0.0021, 0.0136
Si, 1.9851, 7.3214, 12.5088, 0.0067, 0.0038, 0.0352
Si, 2.3135, -1.1731, 20.2608, -0.0131, 0.0088, -0.0025
O, 5.143, -0.1958, 19.3953, 0.0228, 0.0105, 0.0153
O, 4.8083, 2.0557, 13.6148, 0.0151, -0.0147, 0.0105
O, 11.1293, -3.4026, 18.2036, -0.0094, -0.002, -0.0187
O, 4.9927, 2.5628, 18.3536, 0.0008, 0.0021, 0.0098
O, -0.7759, 13.3641, 13.6187, -0.0158, 0.006, 0.0239
O, -4.5247, -0.7081, 21.763, 0.0279, 0.01, 0.0528
O, 3.7149, 4.3541, 12.6818, 0.0022, -0.0024, 0.0003
O, -5.6321, -0.1109, 11.0549, 0.0063, -0.0016, -0.0391
O, 7.4726, -3.9603, 13.0918, -0.0071, 0.0009, 0.0092
O, 12.7129, -7.3002, 17.6646, -0.0078, 0.0061, -0.0032
O, 5.4036, 5.6854, 14.1995, 0.0175, 0.0153, 0.017
O, 2.0174, 2.487, 13.2462, 0.0028, -0.0076, 0.0013
O, 7.6476, -1.0759, 16.317, 0.0012, -0.0079, 0.0043
O, 10.2599, 2.7456, 18.1208, -0.0126, 0.0007, -0.0228
O, -1.3191, -0.1722, 17.7771, -0.0002, -0.0036, -0.0064
O, 9.5208, 0.4015, 15.1473, 0, -0.0056, 0.0065
O, 2.988, 10.706, 13.9445, -0.0039, 0.0102, 0.0136
O, 8.463, 0.3105, 22.8918, 0.0089, 0.0144, 0.0302
O, 3.5176, 7.0329, 12.9819, 0.0044, 0.0045, -0.0044
O, 1.07, 6.2658, 13.3592, -0.0087, -0.0167, 0.0146
O, 16.8588, 4.4782, 19.6934, 0.0061, -0.0012, 0.0104
O, 3.752, 3.2742, 16.0863, -0.0003, -0.0053, 0.0066
O, 7.624, 2.6714, 18.4576, 0.0079, 0.0054, 0.0071
O, 7.5255, 1.7129, 13.8832, -0.0009, -0.0054, 0.0102
O, 7.661, -5.1028, 15.4467, 0.0161, -0.0027, 0.03
O, 10.7405, 1.7518, 22.2425, -0.0325, -0.0114, 0.0554
O, 10.2934, 0.3295, 20.2043, -0.0092, 0.0022, 0.0159
O, -2.9951, 6.2497, 10.6034, 0.0051, -0.0075, -0.0604
O, 3.7542, 0.7528, 17.0916, 0.0081, 0.0009, 0.0017
O, 6.125, -2.8829, 15.1216, -0.0005, 0.0147, 0.0146
O, 5.0865, -1.4304, 17.0135, 0.0089, -0.002, -0.0097
O, 8.781, 2.8051, 15.9415, 0.0001, 0.0057, 0.0079
O, 0.3784, 4.7266, 19.5564, 0.0089, 0.0095, 0.0266
O, 5.4969, 6.0278, 11.5652, 0.0115, 0.0077, -0.0273
O, 10.6946, 6.7685, 20.8495, 0.0081, 0.0014, -0.0109
O, 4.1646, -2.2576, 10.0949, -0.0132, -0.0201, -0.0437
O, 2.8302, -1.0168, 18.7017, 0.0186, 0.0114, -0.019
O, 2.3318, -4.5438, 20.3644, -0.0122, -0.0191, 0.0219
O, 8.7249, 7.3772, 17.2743, -0.0065, -0.0061, -0.0035
O, -8.2707, -0.2089, 11.3227, 0.0099, 0.0042, -0.0263
O, 6.322, 9.785, 8.8524, 0.0042, -0.0088, -0.0348
O, 3.8069, 2.1707, 11.2384, 0.005, -0.0047, -0.0222
O, 12.8498, 11.1165, 21.1168, -0.0141, -0.0059, -0.0013
O, 1.9673, -3.7119, 10.8681, 0.0013, 0.0065, -0.044
O, 9.3344, -2.103, 19.7183, 0.0046, -0.0116, -0.0015
O, 8.7508, 4.8345, 17.6333, 0.0023, 0.0093, 0.0045
O, 5.9533, 1.8804, 15.9847, 0.0054, 0.0023, 0.0089
O, 4.8133, 6.9411, 19.6562, -0.0001, -0.0147, 0.0084
O, 3.927, 5.2385, 17.8754, 0.0084, -0.0043, 0.0006
O, 1.4768, 8.8165, 12.8621, 0.0118, 0.0338, -0.0011
O, 6.4011, 6.1861, 17.7359, 0.0101, -0.0019, 0.0051
O, 2.3037, -5.4868, 15.7134, -0.0009, -0.0125, 0.0183
O, 6.2638, 1.8592, 20.5878, 0.0104, 0.0166, -0.0056
O, 11.3103, 2.3935, 11.174, 0.0074, -0.0017, -0.0529
O, 11.8681, 8.9705, 20.2376, -0.0105, 0.0038, 0.0054
O, 4.2539, -4.2879, 22.1748, -0.0062, -0.0072, 0.0486
O, 5.8225, -0.2959, 14.5763, -0.0026, 0.0087, 0.0031
O, 10.2616, -1.936, 15.9949, -0.001, 0.003, 0.0024
O, -1.4124, 4.1383, 10.4875, -0.0056, 0.0017, -0.059
O, 7.7282, -0.0675, 19.5647, -0.0157, 0.0088, 0.0161
O, 12.1059, 2.2775, 19.9312, -0.0076, -0.0028, 0.004
O, 2.7098, 5.5995, 24.0963, -0.0091, -0.0032, 0.0487
O, 0.5609, 0.3163, 12.8318, 0.0122, 0.0023, -0.0051
O, 14.3523, -2.1216, 21.0068, -0.003, -0.0071, 0.0175
O, 1.2515, 4.6695, 22.0479, 0.0188, -0.0056, 0.0632
O, 6.5945, -2.4679, 11.1338, 0.0012, -0.0081, -0.0325
H, 0.2863, -6.6663, 14.6644, -0.003, 0.0031, 0.0004
H, 2.6724, 10.718, 14.8616, -0.0007, 0.0034, -0.0472

Results
free energy: -135767.168 eV
free energy less fixed offsets of H -15.97, O -568.88, Si -635.61 eV per atom: 0.102 eV

The program warned: the cutoff lies below the one the program advises for these potential files; the forces do not sum to zero within the program's tolerance; the exchange-correlation potential is rough where the density is thin.
